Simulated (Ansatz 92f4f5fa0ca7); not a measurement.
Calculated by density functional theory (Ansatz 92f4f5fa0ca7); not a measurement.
Periodic cell of 430 atoms, Si266O164, from a study of silicon, its oxide and their interface. The atomic structure is a simulated model.
Doubt: the cutoff is far below the 930 eV that the study's wrapper takes by default for these files, so forces and energies are approximate.
This geometry differs little from another in the collection (a relaxation step or a small displacement).

Settings
functional: PBE
potential files: Ansatz PAW
basis: plane waves
wave-function cutoff: 580 eV
density cutoff ratio: 5
exchange-correlation grid ratio: 1
k mesh: 1 x 1 x 1, Gamma-centred
self-consistency stop: 5e-08 eV per atom in the density residual
occupations: fixed
spin: none
net charge: 0

Cell vectors (angstrom)
a 15.4687 0 0
b 0 12.8259 0
c 0 0 37.7736

Atoms and the computed forces on them: element, x, y, z (angstrom), force x, y, z (eV/angstrom)
Si -0.031 1.165 35.103 0.008 -0.017 -0.033
Si 3.865 1.163 35.101 0.011 0.008 -0.026
Si 7.747 1.172 35.069 0.007 0 -0.019
Si 11.594 1.172 35.102 -0.008 -0.005 -0.019
Si 1.928 7.571 35.117 -0.004 -0.004 -0.012
Si 5.815 7.576 35.084 -0.008 -0.016 -0.027
Si 9.696 7.575 35.115 0.011 0.013 0.003
Si 13.521 7.572 35.099 -0.022 -0.013 0.001
Si 1.934 5.247 35.507 -0.036 -0.077 -0.043
Si 5.801 5.247 35.507 -0.101 -0.073 -0.242
Si 9.668 5.247 35.507 0.233 -0.104 -0.499
Si 13.535 5.247 35.507 -0.056 0.074 -0.028
Si 0 11.66 35.507 0.179 0.055 0.498
Si 3.867 11.66 35.507 0.002 -0.1 0.097
Si 7.734 11.66 35.507 0.069 -0.017 -0.143
Si 11.602 11.66 35.507 -0.131 0.041 0.227
Si 0 4.664 36.743 0.029 -0.012 -0.024
Si 3.867 4.664 36.743 0.004 -0.033 -0.044
Si 7.734 4.664 36.743 -0.045 -0.116 -0.127
Si 11.602 4.664 36.743 -0.001 -0.078 -0.063
Si 1.934 11.077 36.743 -0.049 0.099 0.081
Si 5.801 11.077 36.743 -0.014 0.032 -0.01
Si 9.668 11.077 36.743 0.03 0.052 0.024
Si 13.535 11.077 36.743 0.012 -0.01 -0.011
Si 0 2.332 37.156 -0.095 0.002 0.079
Si 3.867 2.332 37.156 0.054 -0.007 0.05
Si 7.734 2.332 37.156 0.015 -0.058 -0.123
Si 11.602 2.332 37.156 -0.042 0.02 0.085
Si 1.934 8.745 37.156 -0.044 0.021 0.106
Si 5.801 8.745 37.156 0.03 -0.016 -0.066
Si 9.668 8.745 37.156 0.099 0.047 0.137
Si 13.535 8.745 37.156 -0.04 0.024 0.02
Si 1.934 1.749 0.619 0.031 -0.054 -0.015
Si 5.801 1.749 0.619 -0.031 0.01 -0.02
Si 9.668 1.749 0.619 0.003 0.002 -0.009
Si 13.535 1.749 0.619 0.016 0.01 0.01
Si 0 8.162 0.619 0.044 0.023 -0.016
Si 3.867 8.162 0.619 -0.051 0.002 -0.028
Si 7.734 8.162 0.619 -0.016 -0.008 -0.029
Si 11.602 8.162 0.619 0.013 0.034 0.018
Si 0 5.83 1.031 -0.014 -0.003 0.004
Si 3.867 5.83 1.031 -0.01 0.002 0.001
Si 7.734 5.83 1.031 0.035 0.05 0.022
Si 11.602 5.83 1.031 -0.005 0.022 0.025
Si 1.934 12.243 1.031 0.063 -0.014 0.037
Si 5.801 12.243 1.031 0.014 0.004 0.01
Si 9.668 12.243 1.031 -0.041 -0.016 0.019
Si 13.535 12.243 1.031 -0.003 0.002 0.014
Si 1.934 5.247 2.268 0.024 -0.019 0.001
Si 5.801 5.247 2.268 -0.082 -0.008 0.056
Si 9.668 5.247 2.268 -0.028 -0.027 -0.126
Si 13.535 5.247 2.268 0.098 0.006 -0.057
Si 0 11.66 2.268 -0.058 0.048 0.139
Si 3.867 11.66 2.268 -0.019 -0.006 -0.027
Si 7.734 11.66 2.268 0.014 -0.025 -0.097
Si 11.602 11.66 2.268 0.033 0.019 0.024
Si 1.934 2.915 2.68 -0.036 0.132 0.095
Si 5.801 2.915 2.68 0.019 -0.032 -0.042
Si 9.668 2.915 2.68 0.003 -0.004 0.031
Si 13.535 2.915 2.68 -0.015 -0.009 0.024
Si 0 9.328 2.68 -0.055 -0.065 -0.037
Si 3.867 9.328 2.68 0.054 -0.015 -0.011
Si 7.734 9.328 2.68 0.017 0.011 0.016
Si 11.602 9.328 2.68 -0.005 -0.01 0.023
Si 0.167 -0.172 28.808 -0.002 0.089 -0.105
Si 3.784 -2.386 28.828 -0.042 -0.051 -0.105
Si 1.49 2.89 25.514 -0.026 -0.034 -0.079
Si 12.966 -0.764 27.495 0.02 -0.025 -0.039
Si 1.565 6.753 28.371 -0.035 0.004 0.054
Si 5.872 6.564 28.847 -0.109 0.038 0.016
Si 8.004 4.646 25.549 -0.003 0.016 -0.076
Si 13.841 6.983 28.312 0.011 0.026 0.1
Si 1.717 3.74 28.612 -0.077 -0.048 -0.051
Si 5.466 3.538 28.944 -0.044 0.018 -0.099
Si 8.668 5.707 28.166 0.009 0.062 -0.039
Si 11.568 1.678 28.164 0.003 -0.04 -0.025
Si 0.033 10.406 29.243 0.012 -0.099 -0.072
Si 3.269 12.709 28.552 -0.081 0.081 -0.047
Si 8.101 11.371 28.724 -0.095 0.034 -0.031
Si 11.961 11.313 29.459 0.06 0.011 0.019
Si -0.208 3.566 30.027 0.03 0.002 -0.008
Si 3.525 3.206 30.122 -0.073 0.034 0.014
Si 7.523 3.447 30.064 0.03 0.011 -0.06
Si 13.08 4.132 29.2 -0.035 -0.001 -0.068
Si 2.007 9.803 30.255 -0.032 0.028 0.001
Si 5.676 9.904 30.164 0.091 0.034 -0.111
Si 9.865 10.463 29.927 -0.039 -0.04 0.052
Si 13.596 10.022 30.482 0.02 0.015 -0.011
Si -0.077 1.26 30.633 0.024 0.022 0.015
Si 3.737 0.963 30.63 0.02 -0.009 -0.021
Si 7.774 1.106 30.524 -0.059 -0.013 -0.11
Si 11.6 0.652 30.374 -0.029 -0.032 -0.032
Si 1.941 7.516 30.58 -0.003 0.015 -0.007
Si 5.857 7.606 30.874 -0.015 0.036 -0.021
Si 9.741 7.362 30.387 0.042 -0.127 -0.137
Si 13.553 7.71 30.552 -0.067 0.001 0.018
Si 1.825 0.555 31.897 0.018 -0.01 -0.016
Si 5.787 0.589 31.776 0.012 -0.044 0.037
Si 9.687 0.589 31.789 0.04 -0.029 0.019
Si 13.485 0.636 31.831 0.021 -0.012 -0.028
Si -0.012 7.013 31.795 0.025 0.011 0.003
Si 3.842 6.905 31.833 -0.007 -0.058 0.035
Si 7.856 6.951 31.836 -0.007 -0.049 0.068
Si 11.641 7.031 31.744 -0.013 0.058 -0.026
Si 0.006 4.671 32.147 0.002 0.007 -0.021
Si 3.814 4.554 32.13 -0.001 -0.028 0.015
Si 7.719 4.593 32.168 0.018 -0.022 -0.022
Si 11.726 4.717 32.064 0.001 -0.074 -0.148
Si 1.912 11.053 32.264 0.006 -0.009 0.006
Si 5.794 11.083 32.212 -0.008 0.04 -0.028
Si 9.671 11.109 32.215 0.039 -0.024 -0.032
Si 13.597 11.182 32.454 -0.027 -0.012 -0.014
Si 1.913 4.076 33.435 0.011 -0.003 -0.024
Si 5.772 4.056 33.417 0.008 0.013 0.021
Si 9.731 4.092 33.334 0.016 0.008 0.021
Si 13.556 4.109 33.428 0.008 -0.005 -0.014
Si 0.041 10.439 33.539 0.013 0.011 0.01
Si 3.868 10.476 33.458 -0.003 0.003 -0.031
Si 7.738 10.474 33.432 0.025 -0.015 -0.022
Si 11.588 10.504 33.471 0.013 -0.012 -0.006
Si 1.91 1.754 33.911 0.003 -0.001 -0.026
Si 5.793 1.741 33.849 -0.005 0.003 0.007
Si 9.696 1.78 33.831 -0.015 0.005 -0.022
Si 13.505 1.797 33.873 -0.005 0.024 0.002
Si -0.008 8.12 33.885 0.003 -0.008 -0.005
Si 3.846 8.123 33.867 -0.016 0.014 -0.002
Si 7.791 8.143 33.877 0.014 -0.033 -0.028
Si 11.601 8.164 33.838 0.012 0.008 0.006
Si 0 2.332 3.917 0.041 0.176 0.278
Si 3.867 2.332 3.917 0.193 0.029 0.208
Si 7.734 2.332 3.917 -0.184 -0.11 -0.19
Si 11.602 2.332 3.917 -0.028 0.001 -0.082
Si 1.934 8.745 3.917 -0.033 -0.081 0.167
Si 5.801 8.745 3.917 -0.165 -0.079 -0.203
Si 9.668 8.745 3.917 -0.024 0.053 -0.214
Si 13.535 8.745 3.917 0.219 0.14 -0.109
Si 1.944 6.401 4.337 -0.01 -0.01 0.008
Si 5.783 6.414 4.342 -0.011 0.015 0.026
Si 9.655 6.419 4.309 -0.011 -0.004 0.012
Si 13.558 6.417 4.321 0.006 -0.002 0.021
Si 0 12.838 4.35 0.006 0.004 0.017
Si 3.865 12.832 4.32 -0.012 0.005 0.018
Si 7.73 12.825 4.315 0.001 0.011 0.019
Si 11.607 12.827 4.335 -0.004 -0.013 0.022
Si 0.015 5.845 5.588 0.019 0.012 0.03
Si 3.86 5.79 5.606 0.006 -0.006 0.013
Si 7.728 5.814 5.542 0.012 -0.005 0.012
Si 11.603 5.851 5.501 -0.03 -0.006 -0.011
Si 1.947 12.227 5.569 0.017 -0.017 0.003
Si 5.795 12.239 5.542 -0.007 -0.024 -0.008
Si 9.658 12.25 5.552 -0.008 -0.01 -0.021
Si 13.533 12.308 5.622 0.004 -0.012 0.001
Si -0.002 3.502 6.031 -0.014 0.013 0.019
Si 3.944 3.465 6.032 0 -0.02 0.029
Si 7.708 3.488 5.954 -0.012 0.032 0.016
Si 11.588 3.529 5.951 -0.005 0.016 0.023
Si 1.936 9.896 6.009 0.018 0.014 0.004
Si 5.726 9.904 5.951 -0.009 -0.002 0.015
Si 9.653 9.926 5.945 0.008 0.028 0.013
Si 13.627 9.974 5.935 0.024 0.005 0.008
Si 1.988 2.906 7.222 -0.017 -0.001 -0.005
Si 5.897 2.891 7.36 -0.017 0.024 -0.01
Si 9.634 2.892 7.124 -0.008 0.118 0.199
Si 13.458 2.973 7.258 0.011 0.017 0.013
Si 0.024 9.407 7.315 -0.004 -0.032 0.024
Si 3.844 9.197 7.238 -0.011 0.014 -0.007
Si 7.662 9.311 7.097 0.047 -0.018 0.008
Si 11.679 9.46 7.073 -0.033 0.017 0.01
Si 0.069 7.008 7.666 -0.004 0.038 0.021
Si 3.818 6.877 7.723 0.011 -0.021 0.03
Si 7.723 7.001 7.575 -0.017 -0.006 0.019
Si 11.652 7.158 7.443 0.038 0.003 -0.006
Si 1.938 13.414 7.618 0.011 0.036 -0.032
Si 5.861 13.367 7.613 -0.042 0.021 0.012
Si 9.639 13.405 7.617 -0.018 0.009 -0.014
Si 13.394 13.488 7.725 -0.035 -0.036 -0.011
Si 1.9 6.252 9.053 0.008 -0.064 -0.058
Si 5.823 6.3 8.849 -0.002 0.021 -0.027
Si 9.754 6.967 8.78 -0.028 0.059 -0.043
Si 13.514 6.535 8.742 -0.012 -0.005 0.038
Si -0.06 13.058 8.847 0.029 0.111 0.161
Si 3.918 12.676 8.72 0.064 0.015 0.084
Si 7.744 10.36 9.18 -0.031 0.001 0.025
Si 11.432 12.907 9.04 0.035 -0.038 0.016
Si 2.049 3.844 9.388 0.03 0.01 0.005
Si 6.008 4.071 9.498 -0.002 -0.037 -0.003
Si 7.671 3.98 11.286 -0.016 -0.025 -0.011
Si 13.209 4.268 9.256 0.03 0.015 0.081
Si -0.09 10.743 9.355 0.001 -0.082 -0.008
Si 3.848 10.444 9.229 -0.008 -0.018 -0.005
Si 7.763 12.742 8.884 -0.027 -0.06 0.019
Si 11.568 10.464 9.193 -0.02 0.002 0.015
Si 0.236 2.869 10.56 -0.037 0.035 0.004
Si 4.101 3.454 10.759 -0.025 0.088 0.055
Si 10.899 0.803 11.365 0.058 -0.107 0.052
Si 10.087 4.792 9.646 0.03 -0.136 0.085
Si 1.89 10.403 10.565 -0.048 -0.127 0.06
Si 5.803 9.809 10.415 0.029 0.024 0.092
Si 9.963 8.85 12.12 0.021 0.085 -0.031
Si 13.471 9.977 10.576 -0.005 -0.025 0.045
Si 1.381 2.381 13.501 0.003 -0.068 0.172
Si 2.413 -0.643 13.191 -0.045 0.042 0.073
Si 7.814 0.783 11.093 0.022 -0.083 -0.037
Si 12.369 -1.812 12.382 0.093 -0.042 0.035
Si 1.362 7.334 11.12 -0.049 0.135 0.104
Si 5.719 7.54 10.807 -0.004 -0.001 0.083
Si 9.686 9.129 9.851 0.045 0.001 -0.037
Si 13.668 7.584 10.84 0.115 -0.026 0.005
O 9.322 13.138 11.645 0.017 0.04 -0.047
O 4.019 12.555 12.966 0.074 0.024 -0.072
O 0.357 3.436 19.986 0.014 -0.004 0.002
O 14.459 -0.039 27.637 -0.033 -0.017 0.087
O 0.028 14.099 10.174 -0.01 -0.076 -0.132
O 10.278 7.318 12.645 0.037 -0.058 0
O 7.382 6.737 28.216 -0.033 -0.009 -0.014
O 2.19 5.256 28.2 -0.032 0.023 0.009
O 10.082 -1.192 14.939 0.027 -0.008 -0.028
O 1.998 11.206 14.443 0.012 0.004 -0.036
O 9.144 4.638 10.98 0.047 0.007 -0.051
O 11.147 9.929 12.41 -0.064 -0.073 -0.035
O 11.91 12.534 12.022 -0.055 0.078 -0.042
O 9.45 3.717 8.574 0.052 -0.003 -0.164
O 12.735 6.809 11.948 -0.056 -0.024 0.018
O 3.885 4.536 11.982 0.019 -0.021 -0.098
O 6.163 10.047 12.082 0.014 0.005 -0.066
O 6.416 13.068 11.83 -0.008 -0.008 -0.001
O 1.886 11.461 11.824 -0.006 0.006 -0.027
O 15.745 2.577 14.662 -0.001 -0.001 -0.048
O 11.251 2.236 12.133 -0.035 -0.01 -0.035
O 11.399 13.57 16.61 -0.01 -0.019 0.012
O 1.86 8.887 11.188 -0.012 0.025 -0.09
O 1.675 13.617 13.387 -0.009 0.011 -0.055
O 15.431 6.655 28.075 0.032 -0.008 -0.01
O 4.013 0.523 27.251 -0.007 -0.004 0.025
O 9.004 0.629 25.681 0.001 -0.023 0.025
O 4.669 7.548 28.346 -0.005 0.044 -0.148
O 7.435 11.695 24.516 -0.007 0.004 0.034
O 1.523 2.978 27.148 0.039 -0.006 0.134
O 13.418 8.064 27.111 -0.02 0.015 -0.04
O 3.857 9.739 27.284 -0.008 -0.002 0.068
O 6.49 5.326 25.56 -0.018 0.037 0.007
O 8.129 3.098 26.103 -0.012 0.015 0.045
O 5.622 2.575 27.619 0.001 -0.002 0.046
O 10.543 2.598 24.936 -0.042 -0.005 0.053
O -0.134 -3.068 27.702 0.002 -0.006 0.01
O 2.263 7.648 27.188 0.088 0.053 -0.019
O -2.367 10.745 26.505 -0.001 0.036 0.018
O 15.494 3.305 24.894 0.007 0.005 0.029
Si 9.412 11.117 18.312 -0.001 -0.02 -0.049
Si 10.803 -0.483 22.43 0.017 0.017 0.033
Si 6.744 4.431 14.316 -0.062 0.019 0.115
Si 7.833 3.537 22.829 -0.019 0.001 0.029
Si 13.16 5.891 19.43 0.023 -0.011 -0.068
Si 11.599 2.051 23.814 0.035 -0.009 -0.005
Si 6.592 7.448 15.524 -0.041 -0.072 0.002
Si 5.421 7.24 20.376 0.005 0.026 -0.005
Si 14.779 8.498 16.702 0.027 -0.027 -0.04
Si 1.391 -0.356 18.331 0.009 -0.04 -0.046
Si 5.427 9.782 18.833 0 0.01 -0.045
Si 11.781 7.935 15.644 -0.003 0.023 0.019
Si 7.816 -0.444 25.939 -0.005 0.087 -0.034
Si 7.985 11.212 23.061 0.033 -0.017 -0.022
Si 11.536 10.852 15.089 0.016 0.014 0.024
Si 14.158 9.468 26.6 0.056 0.021 0.063
Si 14.936 5.512 16.909 -0.03 0.001 -0.077
Si 1.573 8.827 21.738 -0.034 0.02 0.041
Si -1.078 3.331 20.732 0.013 -0.015 0.044
Si 6.966 8.176 22.748 0.017 -0.01 0.025
Si 13.445 10.947 21.483 0.019 0.009 0.029
Si 3.284 1.888 19.109 -0.002 -0.075 0.023
Si 3.445 4.472 23.592 0.053 -0.054 -0.021
Si 7.816 5.907 21.183 -0.005 -0.035 0.047
Si -0.875 2.588 23.728 0.002 -0.064 0.02
Si 14.298 3.239 14.9 0.041 -0.049 0.023
Si 9.236 8.059 17.344 -0.04 0.013 -0.034
Si 3.829 8.113 27.078 0.076 -0.102 0.001
Si 5.283 1.32 26.648 -0.011 0.068 0.03
Si -3.523 12.346 17.554 -0.025 0.036 -0.049
Si 11.581 6.393 13.028 0.055 0.096 0.002
Si 3.072 10.857 20.101 -0.011 -0.003 -0.012
Si 8.707 12.216 15.615 -0.002 0.005 0.055
Si -0.032 10.301 23.912 0.023 0.054 -0.031
Si 3.458 7.059 13.11 0.039 0.011 0.073
Si 8.061 2.222 16.158 0.009 -0.018 -0.021
Si 21.437 13.671 18.022 0.042 -0.056 -0.092
Si 5.251 14.885 23.609 0.023 0.049 -0.037
Si 4.09 9.008 15.408 0.012 -0.032 -0.004
Si 11.927 2.225 16.181 0.074 -0.009 -0.012
Si 14.491 8.671 19.827 0.017 0.034 -0.02
Si 1.093 0.351 23.932 -0.031 0.001 -0.01
Si -1.279 0.47 19.597 -0.019 -0.027 -0.014
Si 5.505 6.49 24.893 0.005 -0.001 -0.019
Si 9.46 2.133 26.078 0 0.006 -0.087
Si 5.995 11.15 16.227 -0.002 0.009 -0.029
Si 1.536 10.46 15.842 0.026 -0.031 0.022
Si 10.251 3.304 18.202 0.022 -0.006 -0.05
Si 4.792 13.37 11.761 -0.035 0.042 0.013
Si 7.141 8.9 12.768 -0.048 -0.02 0.033
Si 11.759 3.256 13.33 0.091 -0.041 0.126
Si 3.875 4.279 13.608 0.015 -0.071 0.103
Si 7.198 11.717 20.236 0.025 0.001 -0.021
Si 1.376 4.281 19.049 -0.04 0.018 -0.023
Si 10.014 6.023 19.293 -0.033 -0.009 -0.059
Si 3.477 13.298 21.8 -0.016 0.007 0.049
Si 2.627 6.023 21.185 0.011 -0.007 0.06
Si 10.233 2.191 21.255 -0.011 0.033 0.021
O 14.485 4.724 15.553 -0.011 0.03 0.021
O 11.373 2.727 22.319 -0.022 -0.011 -0.019
O 14.81 8.996 18.26 -0.008 0.005 0.028
O 13.4 3.313 13.519 -0.048 0.009 -0.064
O 10.901 11.686 18.609 0.011 -0.001 0.015
O 8.645 11.153 19.728 -0.009 -0.006 0.009
O 6.743 12.981 19.303 -0.007 0.008 0.03
O 12.061 6.775 14.539 -0.012 -0.027 -0.051
O 13.626 5.64 17.884 -0.027 -0.005 0.047
O 0.629 11.702 24.473 -0.019 -0.031 0.007
O 13.537 2.219 15.926 -0.043 0.027 0.003
O 11.703 3.213 17.462 -0.035 0.016 0.022
O 4.877 10.45 15.272 -0.008 0 0.004
O 4.478 7.198 11.834 0.018 -0.051 -0.036
O 6.507 0.283 26.544 0.024 -0.05 -0.014
O 9.413 9.659 17.585 0.009 -0.016 0.025
O 9.241 2.512 17.228 -0.002 0 0.025
O 14.855 9.373 25.129 -0.028 -0.048 0.089
O 8.83 2.687 21.892 0 -0.016 -0.001
O 15.839 8.914 20.672 -0.002 -0.013 -0.016
O 11.592 6.294 19.525 0.008 0.011 0.018
O 1.649 11.422 19.561 -0.004 0.004 0.026
O 2.172 12.987 22.727 0.011 0.019 -0.014
O 4.791 13.606 22.72 -0.016 -0.011 -0.014
O 14.239 -0.643 20.777 0.007 0.014 0.003
O 18.07 0.714 18.203 0.005 0.034 0
O 13.087 2.445 24.317 -0.014 -0.006 0.011
O 4.583 7.481 25.805 0 0 0.054
O 6.196 10.444 20.099 -0.008 -0.003 0.012
O 7.234 4.576 12.755 0.016 0.002 -0.087
O 0.675 4.696 17.639 0.039 -0.018 0.048
O 4.399 5.735 23.97 0.043 0.051 0.049
O 14.586 3.442 22.345 0.011 0.028 -0.038
O 7.748 3.484 15.18 0.012 -0.005 -0.02
O 9.291 5.49 20.651 0.001 0.018 0
O 14.016 7.131 20.038 -0.006 -0.023 0.03
O 6.277 10.104 17.475 0.007 -0.009 0.014
O 6.48 7.56 24.165 -0.05 -0.043 0.037
O 5.217 8.194 19.077 0.007 -0.011 0.01
O 14.225 10.583 22.863 0.001 -0.007 0.004
O 2.007 7.295 21.969 0.003 -0.008 -0.015
O 2.577 3.937 24.869 -0.012 -0.004 0.047
O 6.829 2.42 23.46 -0.003 -0.017 -0.003
O 2.687 3.236 13.979 -0.007 0.022 -0.039
O 8.481 13.781 15.202 -0.006 0.001 -0.024
O 3.943 10.459 18.78 0.001 -0.005 0.029
O 9.216 7.36 18.816 0.018 -0.024 0.047
O 3.107 1.651 20.725 -0.009 0.018 -0.033
O 3.884 11.983 20.944 0.013 -0.004 -0.001
O 10.28 13.379 21.262 -0.001 0.002 -0.003
O 7.315 12.066 21.827 -0.016 0.005 0.01
O -2.068 4.543 20.3 -0.024 0.017 0.003
O 4.142 6.29 20.658 0.01 -0.007 -0.014
O 5.46 12.525 16.948 -0.011 0.019 0.024
O -1.699 1.891 20.275 0.002 -0.004 -0.012
O 1.765 5.643 19.858 -0.006 -0.003 -0.019
O 6.685 8.439 14.24 -0.006 0.045 -0.071
O 7.078 4.63 21.893 0.022 0.042 -0.034
O 4.397 3.295 23.034 -0.042 0.005 0.018
O 3.579 8.446 13.959 0.006 -0.002 -0.05
O 5.699 8.144 21.717 -0.023 -0.005 -0.018
O 7.857 7.722 16.529 0.034 0.02 0.026
O 15.607 9.576 15.773 -0.03 -0.007 0.007
O 13.14 0.072 18.446 0.012 0.001 0.016
O 12.709 11.182 13.983 -0.054 0 -0.015
O 9.787 4.853 18.19 -0.002 0.025 0.024
O 11.156 9.278 14.987 -0.023 -0.006 -0.001
O -0.007 7.015 16.529 0.008 0.012 0.021
O 13.203 8.334 16.314 -0.013 0.002 0.007
O 2.682 3.357 18.747 0.012 0.012 0
O 6.675 5.891 15.049 0.013 0.013 -0.047
O 6.739 6.335 20.035 -0.015 0.009 0.003
O 13.37 9.689 20.439 -0.008 -0.017 -0.013
O 15.584 0.538 18.773 -0.01 0.018 0.006
O 8.52 4.482 24 -0.019 0 0.026
O 9.599 11.413 23.001 -0.022 0.009 0.003
O 5.26 3.731 14.28 0.009 0.008 -0.06
O 4.84 1.802 18.682 -0.005 0.027 0.007
O 10.588 7.434 16.644 0.028 0.005 -0.001
O 1.76 1.319 25.082 0.002 0.038 0.031
O 7.601 9.642 22.93 0.008 0.019 -0.001
O 5.092 7.874 16.104 0.013 0.02 0.013
O 7.329 11.372 15.286 0.023 0.013 0.004
O -3.167 11.162 16.497 -0.004 0 -0.001
O -2.421 5.53 28.294 0.022 -0.073 0.033
O 11.265 4.788 13.001 -0.037 0.015 -0.061
O -0.25 1.11 23.387 0.012 0.034 0.007
O 3.721 5.819 14.153 -0.005 0.053 -0.063
O 4.896 14.677 25.172 0.005 -0.014 0.035
O 8.757 12.172 17.253 -0.004 0.004 0.02
O 11.44 0.426 23.641 0.002 0.003 0.001
O 8.112 7.169 22.175 -0.013 -0.019 -0.035
O 2.523 4.844 22.306 -0.01 0.008 -0.02
O 1.151 9.459 23.172 0.014 -0.01 -0.021
O 10.377 2.703 19.718 0.008 -0.01 0.02
O 11.916 11.336 21.833 -0.018 -0.004 -0.014
O 16.74 11.64 16.941 -0.003 0.035 0.024
O 2.724 9.385 16.249 -0.008 0.016 0.003
O 6.802 14.716 17.112 -0.029 0.007 0.05
O 2.853 9.6 21.098 0.005 0.002 -0.001
O 4.486 2.158 11.754 -0.01 0.016 -0.021
O -1.216 3.66 10.407 0.025 -0.013 -0.069
O 7.754 12.926 29.178 0.021 0.036 0.094
O 6.896 10.325 29.105 -0.008 0.029 0.089
O 11.182 2.734 14.795 -0.02 0.024 -0.084
O -3.451 16.96 30.486 -0.039 0.054 0.187
O 4.094 13.005 10.343 -0.014 -0.032 -0.093
O 8.398 4.259 28.883 0.004 -0.032 0.026
O 8.982 5.512 26.559 0.004 -0.02 0.116
O 8.665 9.431 12.922 -0.019 0.01 -0.002
O 17.443 6.726 12.509 -0.05 0.029 -0.093
O 12.598 2.956 28.158 0.011 0.017 0.034
O 5.361 5.084 28.385 0.055 0.016 0.034
O 12.025 13.345 27.047 0.032 0.023 0.044
O -0.257 7.248 11.305 0.032 0.013 -0.028
O 7.107 7.575 11.757 -0.058 -0.003 -0.04
O -3.813 17.127 9.886 -0.05 0.03 -0.046
O 17.138 12.947 28.177 0.082 -0.023 0.065
O 0.756 15.774 12.108 -0.035 0.021 -0.076
O 9.67 -3.986 29.689 0.045 0.093 0.042
O 7.845 2.371 11.406 0.002 0.022 0.009
O 10.119 2.181 27.58 -0.033 -0.006 0.057
O 9.875 6.381 29.04 -0.013 0.027 0.127
O 8.301 11.321 27.089 -0.023 -0.038 0.012

Results
free energy: -262373.906 eV
free energy less fixed offsets of O -568.88, Si -635.61 eV per atom: -5.326 eV

The program warned: the cutoff lies below the one the program advises for these potential files; the exchange-correlation potential is rough where the density is thin.
